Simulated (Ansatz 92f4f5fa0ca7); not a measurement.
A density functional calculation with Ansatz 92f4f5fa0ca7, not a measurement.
Periodic cell of 223 atoms, Si131O90As2, from a study of silicon, its oxide and their interface. The atomic structure is a simulated model.
Doubt: the cutoff is far below the 930 eV that the study's wrapper takes by default for these files, so forces and energies are approximate.
This geometry differs little from another in the collection (a relaxation step or a small displacement).

Settings: functional PBE; potential files Ansatz PAW; basis plane waves; wave-function cutoff 580 eV; density cutoff ratio 5; exchange-correlation grid ratio 1; k mesh 1 x 1 x 1, Gamma-centred; self-consistency stop 5e-08 eV per atom in the density residual; occupations fixed; spin none; net charge 0.

Cell vectors (angstrom)
a	10.938	0	0
b	0	10.938	0
c	0	0	32.1988

Atoms and the computed forces on them: element, x, y, z (angstrom), force x, y, z (eV/angstrom)
Si	10.5847	0.2308	24.8529	0.0011	-0.0079	0.0103
Si	5.7357	10.6828	24.7356	0.0067	0.0034	-0.0104
Si	2.4752	2.9192	24.6307	0.0062	0.0034	0.0035
Si	8.4225	2.4695	24.8151	-0.0028	-0.0041	-0.014
Si	0.2703	5.1706	24.7448	0.0083	0.0038	-0.0099
Si	5.1522	5.7539	24.6782	-0.0059	-0.0023	0.0033
Si	2.9313	8.0129	24.5878	-0.0018	-0.0111	0.0038
Si	7.936	8.4382	24.7251	0.0054	0.003	0.0018
Si	1.3264	1.3863	26.0301	0.0103	-0.0085	-0.0109
Si	6.8436	1.3149	26.1101	-0.0157	0.0113	-0.0089
Si	4.0409	4.1112	25.975	0.0027	-0.0047	0.0014
Si	9.6035	4.0644	26.0759	-0.0108	0.0121	-0.0042
Si	1.3939	6.8318	25.9885	-0.0028	0.0051	0.0025
Si	6.7655	6.854	26.0196	0.004	-0.0037	-0.0065
Si	4.0983	9.54	25.9901	-0.0084	0.0041	-0.0025
Si	9.4642	9.5742	26.1361	0.0094	-0.0097	-0.0113
Si	2.7257	-0.0043	27.3432	-0.0023	0.0009	0.0025
Si	8.1587	-0.0146	27.5422	-0.0017	-0.0083	0.029
Si	0.0053	2.7223	27.4771	0.0064	0.0021	0.0301
Si	5.4367	2.7509	27.3541	0.0026	-0.0033	-0.0009
Si	2.7235	5.4709	27.4164	0.0047	0.0023	0.013
Si	8.1822	5.4728	27.3527	0	0.0019	0.0039
Si	-0.008	8.1868	27.3665	0.0011	-0.0007	-0.0004
Si	5.4348	8.2026	27.4381	-0.0011	-0.0065	0.0202
Si	4.0827	1.3731	28.7368	-0.0028	0.0006	-0.0032
Si	9.5705	1.3608	28.8345	-0.0002	-0.0048	-0.003
Si	1.362	4.1157	28.8042	0.0004	0.0051	-0.0076
Si	6.8244	4.0993	28.7391	-0.004	0.0055	-0.0027
Si	4.0897	6.8229	28.7967	-0.005	-0.0007	-0.0122
Si	9.556	6.8283	28.7465	0.0049	-0.0021	-0.0022
Si	1.3666	9.5639	28.7381	0.0006	-0.0011	-0.004
Si	6.7838	9.5524	28.8434	0.0018	0.0115	-0.0029
Si	0.0139	-0.0173	30.1506	0.0052	0.0095	-0.0012
Si	5.4362	0.0227	30.1519	0.0075	-0.0071	0.0115
Si	2.7344	2.7361	30.142	-0.0066	-0.0051	0.0018
Si	8.1899	2.7481	30.144	0.002	-0.005	0.0087
Si	-0.0143	5.4801	30.1462	-0.0001	-0.0017	0.006
Si	5.4739	5.4621	30.1423	0.0071	0.0047	0.0011
Si	2.7238	8.2078	30.1401	0.0034	-0.0033	0.0028
Si	8.2057	8.194	30.1495	-0.0108	-0.008	-0.0018
Si	1.3673	1.3673	31.515	0.0821	-0.0155	-0.0013
Si	6.8362	1.3673	31.515	-0.0588	0.1036	-0.053
Si	4.1018	4.1018	31.515	0.0479	-0.0535	-0.028
Si	9.5708	4.1018	31.515	-0.1334	0.0258	-0.0542
Si	1.3673	6.8362	31.515	-0.0718	0.0772	-0.0833
Si	6.8362	6.8362	31.515	0.0191	-0.103	0.0334
Si	4.1018	9.5708	31.515	-0.1061	0.0893	-0.0456
Si	9.5708	9.5708	31.515	0.0322	-0.0677	0.0013
Si	2.7345	0	0.6835	0.0529	-0.0024	0.1323
Si	8.2035	0	0.6835	-0.0304	0.0219	-0.0345
Si	0	2.7345	0.6835	-0.1592	-0.0637	-0.0356
Si	5.469	2.7345	0.6835	0.1279	-0.0634	0.0861
Si	2.7345	5.469	0.6835	-0.0766	0.1734	-0.2598
Si	8.2035	5.469	0.6835	0.042	-0.1145	0.1044
Si	0	8.2035	0.6835	0.0963	-0.0952	0.0385
Si	5.469	8.2035	0.6835	0.0345	0.1602	-0.084
Si	4.1138	1.3701	2.0623	0.0212	0.0035	0.0005
Si	9.5753	1.3503	2.0578	-0.0112	0.0316	0.008
Si	1.3483	4.1297	2.0131	0.016	0.0232	0.0493
Si	6.8392	4.0959	2.0654	-0.0003	-0.0317	-0.0007
Si	4.0883	6.8565	2.0236	-0.0309	-0.0063	0.0354
Si	9.5751	6.8314	2.0469	-0.0015	-0.0087	0.0144
Si	1.3822	9.5599	2.0506	0.013	0.0044	0.0135
Si	6.8358	9.58	2.0534	-0.0243	0.0087	-0.0006
Si	0.0169	-0.0234	3.4013	-0.0192	-0.0349	-0.0403
Si	5.4892	0.0058	3.4711	-0.0002	-0.0394	-0.0378
Si	2.7352	2.8052	3.3192	0.0383	0.022	0.0305
Si	8.197	2.6965	3.4556	0.0301	-0.007	-0.0456
Si	0.0129	5.4803	3.4313	-0.0467	-0.0184	-0.057
Si	5.4637	5.5261	3.3413	-0.0248	-0.056	0.0451
Si	2.7647	8.2168	3.4457	0.0043	0.0411	-0.0506
Si	8.2132	8.2106	3.3844	0.0137	0.0086	-0.0454
Si	1.4115	1.4105	4.6433	0.0083	0.0413	0.0166
Si	6.9654	1.2201	4.8856	-0.1108	0.076	0.0662
As	4.2207	4.0518	4.8054	-0.0969	0.1001	-0.1906
Si	9.5979	4.0612	4.7746	0.0058	-0.0037	0.0312
Si	1.3841	6.859	4.7901	0.0649	-0.0505	0.056
Si	6.8132	6.8756	4.7183	-0.0514	-0.015	-0.0024
Si	4.1583	9.554	4.8585	0.0158	-0.0024	0.0331
Si	9.5961	9.5171	4.7782	0.0237	0.0039	0.0432
Si	2.7625	0.1082	6.0425	0.0278	-0.0484	-0.0172
Si	8.2757	-0.1439	6.2886	-0.1152	0.0971	-0.0385
Si	0.0565	2.6596	6.0858	-0.01	0.0469	0.0165
As	5.8694	2.312	6.6652	0.3451	-0.2471	0.1795
Si	2.7899	5.5087	6.077	0.0571	-0.1087	0.0037
Si	8.1428	5.4493	6.0035	0.0671	-0.0447	-0.0093
Si	0.0111	8.1729	6.1515	0.0186	-0.0021	0.0069
Si	5.5555	8.1832	6.2553	-0.0493	0.0131	0.0226
Si	3.8664	1.4617	7.6595	0.1316	0.1063	-0.1362
Si	9.8598	1.1164	7.4715	-0.0578	0.0158	-0.0018
Si	1.7314	3.7911	7.2762	-0.0143	0.0564	-0.1224
Si	6.7195	4.3776	7.5303	-0.1657	-0.1039	-0.0852
Si	4.3956	6.5594	7.505	0.0141	-0.0096	-0.0448
Si	9.364	6.8937	7.3674	0.0674	-0.0588	-0.0504
Si	1.1611	9.906	7.2823	-0.0094	-0.0214	-0.0088
Si	7.2009	9.1639	7.6891	-0.0471	0.1089	-0.0216
O	8.3191	7.9943	7.9833	0.0151	0.0087	0.0221
O	2.904	2.7756	7.8485	-0.0549	0.0129	0.0689
O	9.5191	1.356	24.255	-0.0017	0.0058	0.0121
O	4.05	6.8717	24.116	0.0033	0.0035	-0.003
O	0.0736	0.0216	7.9816	0.0246	-0.0361	0.0295
O	5.4583	5.3559	7.9639	-0.0281	0.0979	0.0468
O	6.8452	9.5712	24.1901	-0.0023	0.0001	0.0092
O	1.3639	4.0619	24.1569	-0.0053	-0.0031	0.0058
O	3.8223	7.2701	8.9078	-0.0399	0.0251	0.0391
O	1.0575	4.3914	8.6349	-0.0226	0.0268	0.0586
O	9.863	5.992	8.662	-0.0006	-0.0006	0.0354
O	2.1953	9.3582	8.4383	-0.0103	0.0042	0.0034
O	7.536	3.9689	8.8997	-0.0118	0.0057	-0.0269
O	4.2393	0.8952	9.1655	-0.0276	-0.0069	-0.0201
O	6.7539	9.5486	9.2274	-0.0118	-0.0031	0.0427
O	9.1929	1.8412	8.7978	0.0186	0.0061	0.0177
O	7.7054	3.1544	23.5077	0.0056	-0.0025	0.0133
O	10.4936	5.8433	23.4325	0	-0.0008	0.0118
O	5.0911	0.4397	23.3961	0.0002	-0.0031	0.0117
O	5.858	5.0965	23.3448	0.0029	-0.0012	0.0109
O	3.1	2.2084	23.2658	-0.0001	-0.0016	0.0082
O	2.2937	8.7215	23.2175	-0.0011	0.004	0.0068
O	8.6133	7.7536	23.3854	-0.0019	0.0004	0.0082
O	0.2341	10.3458	23.5767	0.0003	0.0031	-0.0001
Si	4.3882	1.5725	22.4645	-0.0035	-0.0019	-0.0268
Si	3.4982	7.9161	14.0243	0.0056	0.0013	-0.0166
Si	7.1208	0.9587	14.659	-0.0053	0.006	-0.0263
Si	0.9417	9.3573	22.5153	0.0031	-0.0002	-0.0269
Si	1.1701	4.2956	11.8587	0.0024	-0.0016	-0.0071
Si	6.2704	8.9578	15.3122	0.0035	0.0006	-0.0215
Si	0.7096	1.3522	12.2892	-0.0104	0.0057	-0.0037
Si	8.627	4.953	20.5046	0.0024	-0.0028	-0.0269
Si	0.3711	5.678	9.3261	0.0055	-0.0072	0.0285
Si	5.1149	3.1258	17.9529	0.0032	0.0003	-0.021
Si	0.9021	3.7465	16.748	-0.0004	0.0001	-0.0236
Si	10.4114	2.8487	19.226	0.0007	0.0008	-0.0235
Si	5.2808	1.1656	10.4237	0.0338	-0.0104	0.0164
Si	0.8922	0.1769	19.8397	-0.0021	0.003	-0.0215
Si	6.6628	9.4371	10.867	-0.0135	0.0105	0.0024
Si	9.3485	9.6766	18.314	-0.0021	-0.0026	-0.0213
Si	9.4152	9.2253	12.5614	-0.0038	-0.0002	-0.0091
Si	6.5678	3.848	22.5766	-0.0016	0.0044	-0.026
Si	2.4484	8.0498	9.3556	0.0254	-0.0245	0.026
Si	10.5989	7.3632	17.0718	0.0046	-0.0033	-0.0195
Si	2.5232	6.2851	16.5773	0.0014	-0.0022	-0.0167
Si	10.1851	4.4827	14.191	-0.0083	-0.018	-0.0204
Si	6.1465	9.1842	18.5092	0.0016	-0.0033	-0.022
Si	7.9839	2.5688	9.6195	-0.0219	0.0054	-0.0084
Si	8.916	2.1213	12.4728	-0.0151	0.0094	-0.0332
Si	5.3465	6.247	18.0656	-0.0007	-0.0005	-0.016
Si	3.9293	0.5565	19.4653	0.0051	0.0003	-0.0245
Si	4.2583	3.8369	12.0741	0.0142	-0.0111	-0.0284
Si	5.5505	6.5836	12.1331	0.0037	-0.0071	-0.014
Si	8.0207	2.5061	17.2186	-0.0027	-0.0045	-0.0237
Si	4.3648	2.4865	14.9756	0.0168	-0.01	-0.0274
Si	1.5594	1.207	15.258	0.0046	0.0027	-0.0233
Si	1.5958	9.4004	12.0219	-0.003	0.0009	-0.001
Si	8.0616	6.8416	13.8572	-0.0017	-0.0014	-0.016
Si	10.3932	9.8279	15.4782	0.0007	-0.0008	-0.0209
Si	9.8033	7.0157	22.5456	0	-0.003	-0.0221
Si	8.1131	5.4841	17.4004	0.0007	0.0002	-0.0225
O	6.0581	7.932	11.2739	0.0026	-0.0025	0.0017
O	6.0237	9.1926	16.8913	0.0003	0.0004	0.0204
O	7.705	1.3356	13.1892	0.0002	-0.0029	0.024
O	0.9525	1.7457	13.8512	0.0068	-0.0038	0.015
O	9.4251	6.2647	16.8704	0.0012	0.0002	0.0101
O	6.7717	6.1919	13.1277	0.0007	0.0011	0.0079
O	5.1376	4.6653	18.6142	0.0007	-0.0015	0.0098
O	9.2435	2.1596	18.2648	0.0053	0.0002	0.0132
O	2.3738	0.0998	19.0708	-0.0011	-0.0006	0.0101
O	9.4181	10.2251	16.7512	-0.0013	-0.0006	0.0161
O	2.7792	4.4374	11.7024	0.0013	-0.0011	0.0075
O	5.0737	10.3234	19.0968	-0.0041	0.0039	0.0106
O	9.4492	3.1982	13.5428	0.0158	0.0146	0.0184
O	0.4635	1.7655	19.9563	0.0019	-0.0023	0.0111
O	3.1785	1.3479	15.0972	-0.0035	0.0031	0.0058
O	8.1707	5.3751	19.0131	0.0044	-0.002	0.0204
O	3.9018	6.6045	17.3894	0.0017	-0.0004	0.0088
O	4.6008	3.2794	16.3943	0.0038	0.0004	0.0124
O	9.0583	5.6461	14.3058	0.0039	-0.0048	0.0119
O	5.4467	2.7625	22.1251	0.0022	-0.0002	0.0127
O	10.7032	4.1786	15.6881	0.0039	0.0008	0.0046
O	0.3571	3.8674	18.2818	-0.0034	-0.0036	0.0154
O	10.4333	10.521	19.2015	0.007	0.002	0.0117
O	9.6546	10.0053	14.0194	0.005	-0.0015	0.0124
O	10.8999	8.127	22.0857	-0.0002	-0.0007	0.0114
O	1.1891	2.1608	16.5199	-0.001	0.0053	0.0065
O	9.7363	3.7529	20.4096	-0.002	0.0023	0.0125
O	8.1446	4.0317	16.6717	0.0027	0.0003	0.011
O	-0.0175	9.0884	11.892	0.0044	0.0001	0.0022
O	6.6011	2.4267	18.0227	0.0014	0.0009	0.0092
O	5.5941	10.6803	11.2284	0.0138	-0.017	0.0062
O	7.7587	9.5922	18.8311	0.0021	0	0.0096
O	10.0603	0.9971	12.0788	0.016	-0.001	0.0111
O	1.2223	7.0325	9.0978	0.0051	-0.0052	-0.0164
O	0.6121	4.7618	13.3239	-0.0066	-0.0045	0.0107
O	5.7173	7.623	18.9806	0.0013	0.0003	0.0107
O	5.2354	5.0636	11.5275	-0.0032	0.0025	0.0174
O	2.7206	6.9754	15.1126	-0.0007	-0.0048	0.0135
O	0.9197	2.7261	11.4482	0.0017	-0.0111	0.0077
O	0.8695	10.683	15.5367	0.0008	0.0013	0.0082
O	2.4446	8.5977	10.8823	0.0037	-0.0092	-0.0084
O	4.6746	2.4049	11.3389	-0.0168	0.0158	0.0221
O	4.2111	3.5339	13.7075	0.0023	-0.0112	0.0223
O	2.2292	4.672	16.4952	-0.0007	0.0006	0.0086
O	10.7239	8.2433	15.6925	0.0005	-0.0023	0.0119
O	6.9175	10.2943	14.6715	-0.0004	-0.0027	0.0102
O	2.3549	8.9359	13.4079	0.0002	-0.0007	0.0062
O	8.0234	1.5182	15.9123	-0.0003	0.0047	0.0185
O	4.137	6.9824	12.8506	-0.0012	0.0009	0.0093
O	4.1883	2.0123	18.7276	-0.0026	-0.0064	0.013
O	7.2906	4.4172	21.2489	-0.005	-0.0028	0.0162
O	8.4811	2.9243	11.1272	0.0154	-0.0185	0.0225
O	1.1847	6.848	17.3535	-0.0019	0.001	0.0102
O	5.6671	1.6076	14.7097	-0.0104	0.0143	0.0095
O	8.1502	9.7299	11.5846	0.0044	0.0005	0.0022
O	9.203	6.2905	21.2252	0.0029	0.0043	0.015
O	8.9861	7.6927	12.8478	-0.0012	-0.0013	0.0103
O	1.68	0.1067	11.8612	0.0014	-0.0014	0.0044
O	6.6466	6.1454	17.0545	0.0011	-0.0017	0.0103
O	7.4063	7.8023	15.0216	0.0006	0.0009	0.0108
O	1.2159	10.2906	21.2137	0.0013	-0.0054	0.0156
O	10.0467	8.2006	18.3497	-0.0008	0.0011	0.0097
O	3.9519	0.8454	21.0779	0.0021	0.0043	0.0204
O	0.313	5.2965	10.894	0.0074	0.0004	0.0046
O	6.7009	1.5893	9.7521	-0.0005	0.0185	0.0381
O	4.7836	8.6945	14.6759	0.0004	-0.0026	0.0093

Results
free energy: -144176.587 eV
free energy less fixed offsets of As -4856.12, O -568.88, Si -635.61 eV per atom: -0.237 eV

The program warned: the cutoff lies below the one the program advises for these potential files; the forces do not sum to zero within the program's tolerance; the exchange-correlation potential is rough where the density is thin.
